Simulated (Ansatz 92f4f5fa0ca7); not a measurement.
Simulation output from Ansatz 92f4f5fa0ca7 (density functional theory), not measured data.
Periodic cell of 351 atoms, Si241O110, from a study of silicon, its oxide and their interface. The atomic structure is a simulated model.
Doubt: the cutoff is far below the 930 eV that the study's wrapper takes by default for these files, so forces and energies are approximate.
This geometry differs little from another in the collection (a relaxation step or a small displacement).

Settings
functional: PBE
potential files: Ansatz PAW
basis: plane waves
wave-function cutoff: 580 eV
density cutoff ratio: 5
exchange-correlation grid ratio: 1
k mesh: 1 x 1 x 1, Gamma-centred
self-consistency stop: 5e-08 eV per atom in the density residual
occupations: fixed
spin: none
net charge: 0

Cell vectors (angstrom)
a 11.6015 0 0
b 0 13.3963 0
c 0 0 40.5416

Atoms and the computed forces on them: element, x, y, z (angstrom), force x, y, z (eV/angstrom)
Si 0 2.2327 1.1851 -0.0047 0.0003 0.0139
Si 3.8672 2.2327 1.1851 -0.0153 0.0104 0.0126
Si 7.7343 2.2327 1.1851 0.0142 0.0194 0.0275
Si 1.9336 5.5818 1.1851 0.0377 -0.0185 0.0073
Si 5.8008 5.5818 1.1851 -0.0431 -0.0018 -0.0093
Si 9.6679 5.5818 1.1851 0.0033 -0.0382 0
Si 0 8.9308 1.1851 0.0254 -0.0234 -0.0162
Si 3.8672 8.9308 1.1851 0.0002 0.0138 -0.0025
Si 7.7343 8.9308 1.1851 -0.0002 -0.0278 -0.0236
Si 1.9336 12.2799 1.1851 0.003 0.0178 -0.0192
Si 5.8008 12.2799 1.1851 0.0044 -0.0045 0.0621
Si 9.6679 12.2799 1.1851 -0.0468 0.0008 0.0046
Si 1.9336 1.1164 1.9745 -0.0233 -0.0712 -0.0061
Si 5.8008 1.1164 1.9745 0.0052 -0.0227 -0.0252
Si 9.6679 1.1164 1.9745 0.0087 -0.0376 0.0005
Si 0 4.4654 1.9745 -0.0578 0.0468 -0.0158
Si 3.8672 4.4654 1.9745 0.0033 0.0046 0.0186
Si 7.7343 4.4654 1.9745 0.0255 0.0245 -0.0142
Si 1.9336 7.8145 1.9745 -0.0526 0.0767 0.0021
Si 5.8008 7.8145 1.9745 0.0408 0.0011 -0.0062
Si 9.6679 7.8145 1.9745 -0.0499 0.1035 -0.0183
Si 0 11.1635 1.9745 0.0683 -0.034 -0.0274
Si 3.8672 11.1635 1.9745 -0.0666 -0.0189 -0.0062
Si 7.7343 11.1635 1.9745 0.158 0.0299 -0.0086
Si 1.9336 1.1164 4.3426 -0.0782 -0.1856 -0.1035
Si 5.8008 1.1164 4.3426 0.0098 -0.053 0.1703
Si 9.6679 1.1164 4.3426 -0.0071 -0.0802 0.1739
Si 0 4.4654 4.3426 -0.1908 0.0914 -0.2139
Si 3.8672 4.4654 4.3426 -0.0028 -0.0256 -0.2502
Si 7.7343 4.4654 4.3426 0.064 0.0815 -0.0636
Si 1.9336 7.8145 4.3426 -0.1256 0.2392 -0.0421
Si 5.8008 7.8145 4.3426 0.1135 0.006 -0.2997
Si 9.6679 7.8145 4.3426 -0.079 0.2121 -0.0648
Si 0 11.1635 4.3426 0.2286 -0.058 0.2896
Si 3.8672 11.1635 4.3426 -0.1793 0.0454 -0.082
Si 7.7343 11.1635 4.3426 0.3601 0.1411 0.208
Si 0 0 36.201 -0.3558 -0.0218 0.0295
Si 3.8672 0 36.201 0.2399 -0.0607 0.0302
Si 7.7343 0 36.201 0.1392 0.2516 -0.1408
Si 1.9336 3.3491 36.201 -0.1485 0.0671 0.2762
Si 5.8008 3.3491 36.201 0.0031 -0.074 0.0938
Si 9.6679 3.3491 36.201 0.0925 -0.2123 -0.3178
Si 0 6.6981 36.201 0.4169 -0.2136 0.1443
Si 3.8672 6.6981 36.201 -0.1157 0.4152 -0.2266
Si 7.7343 6.6981 36.201 -0.4394 -0.0084 0.2123
Si 1.9336 10.0472 36.201 0.0523 -0.103 -0.2987
Si 5.8008 10.0472 36.201 -0.0561 -0.3488 -0.1172
Si 9.6679 10.0472 36.201 0.1117 -0.0706 0.238
Si 0 0 38.5691 -0.1471 0.0067 0.0027
Si 3.8672 0 38.5691 0.0758 -0.012 0.0146
Si 7.7343 0 38.5691 0.065 0.1071 0.0327
Si 1.9336 3.3491 38.5691 -0.0553 0.0203 0.0086
Si 5.8008 3.3491 38.5691 -0.0104 -0.0212 0.0091
Si 9.6679 3.3491 38.5691 0.0386 -0.0718 0.0279
Si 0 6.6981 38.5691 0.1587 -0.0803 -0.0106
Si 3.8672 6.6981 38.5691 -0.0384 0.1762 0.0258
Si 7.7343 6.6981 38.5691 -0.1707 0.0071 0.0003
Si 1.9336 10.0472 38.5691 0.0304 -0.0267 0.015
Si 5.8008 10.0472 38.5691 -0.0061 -0.1389 0.0067
Si 9.6679 10.0472 38.5691 0.0448 -0.0362 -0.0056
Si 0 2.2327 39.3585 0.0189 -0.0018 0.0247
Si 3.8672 2.2327 39.3585 0.0033 -0.0049 -0.0057
Si 7.7343 2.2327 39.3585 -0.0171 -0.0159 0.0076
Si 1.9336 5.5818 39.3585 -0.0267 0.0111 0.0332
Si 5.8008 5.5818 39.3585 0.0365 -0.0023 -0.0044
Si 9.6679 5.5818 39.3585 -0.0042 0.0403 -0.0721
Si 0 8.9308 39.3585 -0.0318 0.0191 -0.0069
Si 3.8672 8.9308 39.3585 0.0004 -0.0196 0.0482
Si 7.7343 8.9308 39.3585 0.0023 0.0206 0.0219
Si 1.9336 12.2799 39.3585 -0.0068 -0.0103 -0.0573
Si 5.8008 12.2799 39.3585 -0.004 0.0044 -0.0658
Si 9.6679 12.2799 39.3585 0.0409 0.0014 0.0106
Si -0.2965 3.2333 26.5596 0.0034 -0.0011 0.0225
Si 8.2053 -0.4465 26.2184 -0.0026 0.0078 0.0026
Si 9.0109 -2.0594 29.9919 -0.0103 0.0276 -0.0034
Si -2.0937 4.9068 29.8336 -0.005 -0.0058 0.0091
Si 0.9872 2.1078 29.8902 -0.0504 0.025 0.0438
Si 15.4214 8.9139 32.1571 -0.0082 0.0042 0.012
Si 1.0904 0.0898 28.6898 -0.0033 -0.032 -0.023
Si 2.0643 4.9309 29.8326 -0.0369 -0.0089 -0.0096
Si 3.9286 5.6148 28.4928 0.0061 0.0107 -0.0016
Si 2.1181 8.6047 25.5472 -0.0027 -0.0013 0.0078
Si 5.5331 15.4312 26.4872 0.0011 -0.0026 0.0057
Si 13.5693 12.2253 32.3882 0.0008 -0.0003 0.0032
Si 5.345 4.2685 29.991 -0.0021 -0.0194 -0.0011
Si 6.655 5.8558 25.359 0.0088 0.0125 -0.014
Si 9.678 5.4229 32.2187 -0.0025 0.0045 -0.0002
Si 4.593 4.8843 26.2966 -0.0114 -0.0075 -0.004
Si 3.8867 7.9426 28.1538 -0.0389 -0.0139 0.0091
Si 6.7947 -1.1067 30.0191 0.0224 0.0013 0.0065
Si -4.769 8.238 27.3188 -0.0043 0.0059 0.0105
Si 1.9271 5.5823 32.1492 -0.0108 0.0132 0.0197
Si 5.7106 15.3895 21.9085 0.0014 -0.0004 -0.0031
Si 0.0244 17.4138 28.852 0.0175 0.0044 -0.004
Si 5.9095 10.8736 26.2498 -0.0035 0.0034 0.0065
Si 10.2489 11.6516 27.9906 0.0009 0.0028 0.014
Si 0.1393 2.1381 32.1674 0.0039 -0.0168 -0.0201
Si 3.7877 2.2448 32.4583 -0.0187 -0.0253 0.0041
Si 7.7229 2.3174 32.1534 0.0081 0.0052 -0.0008
Si 7.5244 3.1119 29.8842 0 0.0024 0.0059
Si 5.7317 5.3767 32.1654 -0.0025 -0.0076 0.0049
Si 7.0218 0.9831 28.7236 0.0041 0.0015 0.0056
Si -0.2794 8.922 32.2412 -0.001 0.0007 -0.0008
Si 3.5296 9.4895 29.877 0.015 0.0022 -0.0243
Si 7.803 8.842 32.4135 0.0021 0.0001 0.0039
Si 2.2357 12.028 30.076 0.0017 -0.0143 -0.005
Si 5.9479 12.2744 32.2625 0.0013 -0.005 0.0025
Si 9.6602 12.1912 32.1691 -0.0045 -0.0003 -0.0044
Si 1.9338 1.0346 33.1904 0.0059 0.0156 0.0061
Si 5.8269 1.1411 32.9945 -0.0044 0.0086 -0.0054
Si 9.6765 1.0973 32.8342 0.0021 0.0082 -0.0021
Si 0.0469 4.3761 32.9924 0.0098 0.0025 -0.0068
Si 3.8022 4.486 33.1705 0.008 0.0157 0.0034
Si 7.7135 4.4428 33.103 -0.0003 -0.0088 -0.0039
Si 1.8029 7.8403 32.8771 0.0061 -0.0001 0.0041
Si 5.7577 7.6967 32.8367 -0.0017 0.0049 0.0043
Si 9.6358 7.633 33.2324 -0.0034 0.0024 0.0039
Si -0.0264 11.1249 33.0518 0.0026 -0.0055 -0.0003
Si 3.9599 11.1233 33.0292 0.0005 -0.0078 0
Si 7.7911 11.1107 33.1744 -0.0035 -0.0045 -0.0033
Si 1.9288 1.1068 35.5004 0.0016 -0.0047 0.0009
Si 5.8043 1.1234 35.3841 -0.0024 -0.0009 0.0064
Si 9.6713 1.1148 35.3092 0.001 -0.004 0.0032
Si 0.0054 4.456 35.3822 0.0042 0.0016 0.0072
Si 3.8588 4.4823 35.488 -0.002 -0.002 0.0066
Si 7.7328 4.4725 35.4468 -0.0003 0.003 0.0038
Si 1.9081 7.8238 35.3262 -0.0104 0.0013 0.0018
Si 5.7992 7.7946 35.3024 0.0031 -0.0026 0.0024
Si 9.6701 7.772 35.5292 0.0003 -0.0082 0.0029
Si -0.0046 11.1637 35.4148 -0.0001 0.003 0.0053
Si 3.8874 11.1633 35.4026 0.0018 0.0028 0.0024
Si 7.7375 11.1622 35.489 0.002 0.0013 0.0039
Si 0.0007 -0.0061 5.1608 0.0004 -0.0014 -0.0023
Si 3.8585 -0.0044 5.1378 -0.0023 -0.0028 -0.002
Si 7.7332 0.0101 5.1799 -0.0012 -0.0008 -0.0036
Si 1.92 3.3475 5.062 -0.0025 -0.0014 0.0002
Si 5.8026 3.3582 5.1065 -0.0024 0.0009 -0.0019
Si 9.669 3.3469 5.1295 0.0008 0.0022 -0.0039
Si -0.0162 6.7102 5.102 -0.0014 0.0007 0.0003
Si 3.8634 6.7056 5.0607 0.0006 0.0028 -0.0029
Si 7.7349 6.7055 5.1266 0.0006 0.0022 -0.0017
Si 1.9565 10.0429 5.2068 0.0055 0.0009 -0.0048
Si 5.8073 10.0577 5.0611 0.0018 0.0018 -0.001
Si 9.7004 10.0488 5.1953 -0.0001 0.0005 -0.002
Si 0.0092 -0.0023 7.5541 -0.0028 0.0015 -0.001
Si 3.8331 0.0031 7.5106 0.0035 -0.0003 0.0049
Si 7.7254 0.0474 7.5893 0.0022 -0.0007 0.0061
Si 1.8861 3.3566 7.3836 0.0004 0.0023 -0.0035
Si 5.7884 3.3996 7.455 0.0013 -0.0013 0.0057
Si 9.6583 3.3661 7.4971 -0.0039 -0.0039 0.0047
Si -0.044 6.7443 7.453 0.0028 -0.0037 0.0018
Si 3.8599 6.7381 7.3786 0.0013 -0.0051 0.0004
Si 7.7263 6.7563 7.4887 -0.0064 0.0005 0.0023
Si 2.1072 10.0463 7.6438 0.0032 0.0008 -0.0015
Si 5.9135 10.0931 7.3801 0.0053 -0.0017 0.0028
Si 9.8561 10.074 7.622 0.0052 -0.002 0.0016
Si -3.9008 2.3424 8.3355 -0.0006 -0.0004 0.0018
Si 6.6273 -1.509 14.3926 -0.0061 0.0074 -0.0026
Si 3.6635 2.5037 10.4125 0.0498 0.0335 -0.0238
Si 0.9112 4.9342 13.3683 -0.0253 -0.0028 0.0064
Si 1.8986 5.6041 8.0493 -0.005 -0.0035 0.0008
Si 9.6255 5.5959 8.2837 0.0031 0.0043 0.0067
Si 0.2176 8.8835 8.465 -0.01 0.0025 0.0069
Si 4.1257 8.8872 8.3038 -0.0029 0.0008 -0.0014
Si 3.1418 4.2052 13.4261 0.0144 0.008 0.0073
Si -2.1677 5.5868 10.6502 -0.0197 -0.0264 0.004
Si 5.767 12.2767 8.2754 0.0005 0.0016 0.0019
Si 10.13 14.6809 13.5811 -0.0042 0.0091 -0.0028
Si 3.3498 -0.3203 17.1503 -0.001 0.0006 -0.0028
Si 5.7532 5.6534 8.2025 0.0015 0.0033 -0.0029
Si 10.2579 5.3152 17.6298 -0.0015 -0.0024 -0.0005
Si 7.3014 4.9743 11.4655 0.0062 -0.0067 -0.0002
Si 8.3684 0.2916 16.0147 -0.0014 0.0003 0.0024
Si 7.9339 5.6182 14.4953 0.0011 0.0036 -0.0001
Si -0.1421 4.4737 11.3006 -0.0033 -0.0024 0.0039
Si 1.9329 12.2843 8.4453 0.0023 -0.0003 -0.0036
Si 7.5719 11.3466 11.4796 0.0022 0.0057 0.0209
Si -3.1212 13.7266 18.8842 -0.0003 0.0011 -0.003
Si 7.7028 7.0918 17.1065 -0.0024 -0.0031 -0.007
Si 9.55 7.8287 11.2535 0.0378 0.0175 -0.023
Si 5.4218 6.0484 10.5121 0.0149 -0.0064 -0.0002
Si 6.8774 2.9374 15.4246 -0.007 0.0029 -0.0029
Si 13.5918 1.2507 11.5218 -0.0468 -0.0289 0.026
Si -4.1281 2.6453 10.6998 0.009 0.0117 -0.0031
Si 5.1815 8.4995 10.4883 -0.0071 0.0116 0.0041
Si 11.6017 2.2468 8.292 -0.0011 -0.0005 0.0059
Si 2.0151 12.2786 10.8816 0.002 0.0142 -0.0013
Si 2.9819 1.8499 13.665 0.0062 -0.0048 -0.0022
Si 11.3812 3.7645 15.0702 0.0125 0.0135 -0.0179
Si -1.9926 11.2524 20.3393 -0.0011 -0.0001 -0.0011
Si 0.3712 7.9454 10.7357 0.0025 -0.0053 0.0261
Si 9.4199 12.5786 10.7869 0.0021 -0.005 -0.0068
O 15.8768 35.098 21.6283 -0.0035 0.0038 0.0033
O -35.6812 18.8246 23.2463 -0.0018 0.0032 0
O 5.2234 41.1963 25.2668 0.001 -0.0011 0.0023
O 8.769 19.3568 17.5916 -0.001 -0.002 0.0034
O -7.3087 -30.7199 11.5515 0.0065 -0.0014 -0.0072
O -17.0805 4.5292 19.1849 0.0003 -0.0002 0.004
O 3.7664 -1.0292 15.7522 -0.0001 -0.0003 0.0028
O 7.2878 20.1151 15.5427 0.0019 -0.001 0.0031
O 1.9069 25.8773 20.5029 0.0003 -0.0016 0.0027
O -4.7831 -14.6222 25.9163 -0.0047 0.0007 -0.0003
O 12.9009 21.6647 16.815 -0.0029 -0.0007 0.007
O 9.4401 6.1621 14.1513 0.0036 0.0076 -0.0028
O -22.4924 35.1021 26.3102 0.0028 -0.0013 -0.0013
O 13.737 27.5003 16.8063 0.0022 0.0005 0.0007
O 17.1211 34.995 28.2694 0.0328 0.0086 -0.0057
O 36.8095 23.5365 24.9401 0.0008 -0.0022 0.0006
O -10.814 25.9666 25.3705 -0.0026 -0.001 0.0001
O -6.1109 41.7609 20.3437 -0.0016 0.0005 0.0032
O 13.6863 -3.021 29.8193 -0.004 0.0149 0.014
O 8.3491 17.4538 20.6232 -0.001 -0.0002 0.0017
O -5.3179 24.3855 22.6558 -0.009 0.0005 0.0033
O -7.0527 13.9559 17.8738 -0.0005 -0.0021 0.004
O -8.2932 8.4312 26.6626 0.0055 -0.0029 0.0063
O -5.602 30.3863 21.7864 -0.0017 -0.0004 0.0036
Si 0.8398 20.6889 13.095 0.0038 0.0275 -0.023
Si 3.8184 29.0793 8.1208 -0.0009 -0.0037 0.0046
Si -6.3248 14.6619 13.3713 -0.0067 0.005 -0.0093
Si -1.2306 20.302 22.6831 -0.0064 0.0124 -0.0003
Si 19.1834 9.9968 22.5475 0.0038 -0.0014 0.0026
Si -1.8358 9.4584 17.6081 -0.0006 0.0003 0.001
Si 7.3174 20.2915 22.3999 0.0034 -0.0035 -0.0008
Si -8.0576 4.8109 11.197 -0.0124 -0.007 -0.0022
Si -5.9685 -1.0213 10.6428 -0.0025 0.0059 -0.0078
Si 22.2264 -3.196 14.9009 0.0065 -0.0018 -0.0032
Si 16.4767 11.3076 29.0765 -0.0234 -0.0224 0.0142
Si 15.0001 -3.7243 21.7916 -0.0016 -0.0046 -0.0021
Si 16.9163 19.235 18.5872 0 -0.003 -0.004
Si -7.3629 31.0639 16.2479 0.0027 -0.0008 -0.0033
Si -9.8369 9.0218 15.4446 -0.0002 -0.0015 -0.0048
Si -22.3207 11.2419 24.4218 -0.007 -0.003 0.0042
Si -7.5943 -2.3979 14.8934 0.0029 -0.0036 -0.0004
Si 11.0107 12.1949 12.4861 -0.0116 -0.0063 0.0002
Si -0.6148 8.8055 27.1074 -0.0024 -0.0014 0.0009
Si 3.8893 24.4859 11.7205 0.0013 -0.0134 0.0203
Si 2.1552 15.4561 15.8804 -0.0025 -0.0028 0.0001
Si 13.0704 13.9833 25.85 -0.0026 0.0024 0.0065
Si -3.3005 16.8505 25.7172 0.0088 -0.001 -0.0011
Si -6.016 14.7232 11.1014 -0.0194 -0.0087 0.0029
Si -10.5134 8.0589 20.8942 -0.0025 -0.0018 -0.0022
Si 9.8744 9.413 24.5286 0.0051 -0.0109 0.0005
Si 3.2892 16.2997 30.2732 0.0722 0.0243 0.0029
Si -0.0686 15.6284 10.6627 0.0099 -0.0002 -0.001
Si -13.0772 20.9116 13.4811 0.0048 -0.029 0.0168
Si -4.0309 -4.2611 10.5427 -0.0061 -0.0032 -0.0087
Si 3.1883 11.8217 19.7672 -0.0028 0.0056 -0.0088
Si -10.9086 25.8129 21.5724 -0.0035 0.0021 0.0002
Si -11.4888 21.4847 17.9527 0.0004 -0.0021 -0.0024
Si -0.6179 28.6551 22.1314 -0.0008 0.0003 -0.0017
Si 5.3885 27.1392 19.2747 -0.0001 0.0003 -0.0037
Si -13.5245 25.7171 8.414 -0.0063 0.0028 0.0029
Si -7.4918 14.0811 24.1086 -0.0019 -0.0018 -0.0001
Si 1.5068 19.1913 10.3144 -0.0051 0.0087 -0.0081
Si -2.1194 16.5962 19.8217 -0.0007 0.0002 -0.0006
Si 23.4453 17.7945 23.8051 -0.0021 -0.0016 0.0031
Si -4.8144 31.3125 20.6854 0.002 -0.0022 -0.0011
Si 2.8619 32.8065 23.8653 -0.0023 0.0019 -0.0057
Si -2.2199 1.4559 11.3922 -0.0122 0.0041 -0.0039
Si 8.3051 1.4343 23.5925 0.0008 -0.0011 0.0023
Si 7.8443 9.0285 8.2132 -0.0054 0.0026 -0.002
Si 3.7257 6.8323 21.1895 -0.0003 -0.0031 -0.0037
Si 9.355 20.6603 29.0896 -0.0021 -0.0001 -0.0088
Si -6.806 24.3882 23.3962 0.0083 0.0022 0.0068
Si -2.2112 9.0586 30.6594 0.0074 -0.0119 0.0177
O -11.8885 7.4607 21.4956 -0.0123 -0.0089 0.0106
O -37.9468 0.4121 24.8573 -0.0001 0.0013 0.0003
O 13.2654 18.4332 23.3868 0.005 -0.001 0.0017
O -5.3072 2.4213 13.9905 -0.0004 0.0006 0.007
O -13.2323 37.3386 16.3633 -0.0037 -0.0003 0.0025
O -16.2259 41.4234 22.6524 -0.0004 -0.0012 0.003
O -4.9646 19.4632 21.1856 0.0005 0.001 0.0034
O 4.59 -14.2026 20.0993 -0.002 -0.0019 0.0047
O -32.1738 14.3674 24.7567 0.0009 0.0007 0.0005
O 0.7341 11.5938 11.7273 0.0074 -0.0011 -0.0015
O -24.4062 24.6119 13.6538 -0.0011 0.001 0.0028
O 11.6664 2.8913 23.2022 0.0002 -0.0025 0.0009
O -21.4221 9.2164 21.8538 0.0028 0.0003 0.0019
O -11.993 12.9581 28.2041 -0.0039 -0.0075 0.001
O 19.1202 11.3061 13.1569 0.004 -0.0028 -0.0174
O -8.1271 37.1183 20.2848 -0.0005 -0.0023 0.0073
O -15.1 27.2887 27.5603 -0.0045 -0.0014 0
O -7.6545 18.2761 14.7477 -0.0087 -0.0072 -0.0091
O -3.5653 5.0622 25.808 -0.0076 -0.0026 0.0002
O 6.7854 6.1691 23.7588 -0.0025 -0.0051 0.0174
O 11.9347 13.9827 21.831 -0.0004 -0.0011 0.0017
O -1.3734 -9.2856 18.7104 -0.0007 -0.0012 0.0031
O -30.4195 15.0739 22.8263 -0.001 -0.0003 0.004
O -2.2481 40.6636 14.7554 0.0081 -0.0027 -0.0005
O -14.0428 -0.6165 20.0056 -0.0001 -0.0025 0.0018
O -12.571 18.0728 16.1861 -0.0059 -0.0003 0.0091
O 13.7356 20.2156 20.8324 -0.0005 0.0009 0.0022
O -18.944 12.5352 23.5944 0.0009 -0.003 -0.0003
O 6.9829 -3.6218 26.8187 0.0051 0.0045 -0.0004
O -24.4265 34.8291 23.8366 0.0069 0.0091 -0.0098
O 19.12 15.0711 16.2188 0.001 -0.0007 0.0016
O -14.6409 10.5251 21.3584 -0.0008 -0.0004 0.0006
O -21.3228 -5.4322 14.2027 -0.0029 -0.0014 0.0089
O -14.7364 36.7678 23.9342 0.0009 -0.0011 0.0011
O 0.3751 41.99 26.0558 -0.004 0.0038 -0.0027
O -2.4639 0.0218 17.4208 -0.0007 -0.0005 0.0022
O 5.6142 10.7008 14.8911 -0.0035 -0.0029 0.0028
O 17.9663 -6.4214 18.0368 -0.0006 0.0017 0.0037
O -2.71 6.7374 22.0894 0.0057 0.0041 0.0154
O 12.2447 29.4474 15.9196 -0.006 -0.0012 0.0055
O 13.6648 0.3279 27.3538 0.0047 -0.0009 0.0072
O -0.9079 2.724 20.7903 0 -0.0015 0.0027
O -0.4246 10.2854 27.8022 -0.0012 0.0051 -0.0024
O 24.5019 -1.6293 22.9411 0.004 -0.0036 -0.0054
O 27.099 46.1765 22.5927 -0.0012 -0.0002 0.0037
O -0.587 23.9558 24.3618 -0.0066 -0.0025 0.0069
O 18.227 7.3495 25.9914 -0.0042 -0.0079 -0.0021
O -4.1171 -1.0377 15.6875 0.0039 -0.0009 0.0031
O -30.3582 3.2379 26.4112 -0.0007 -0.0013 -0.0018
O 3.4987 18.7533 25.1895 0.0109 -0.0059 0.0139
O 18.4979 13.3477 18.8389 -0.0005 -0.0012 0.0034
O 19.9633 2.9761 24.1559 -0.0022 0.001 0.0019
O -7.2063 6.3809 19.8004 -0.0027 0.0012 0.0058
O -8.721 11.8899 18.1676 -0.0006 -0.0007 0.0052
O 10.6951 7.5988 28.1663 -0.0012 -0.0024 0.0037
O 19.633 34.4056 28.1892 0.0055 -0.004 0.0069
O 3.2101 9.7572 15.5852 0.0018 0.0018 0.0018
O -3.2098 -4.8268 17.3138 0.0021 0.0025 0.0026
O -3.6344 17.5248 15.1778 -0.0009 -0.0066 0.0053
O 4.2983 5.4429 17.3711 -0.0002 -0.0037 0.0015
O -18.3798 -2.1549 27.413 0.0051 0.0006 -0.0056
O -11.7986 13.6325 13.2583 0.0028 0.0004 0.0116
O 3.7855 25.8556 29.6174 -0.0075 0.0064 0.0035
O 0.6462 -16.6478 15.0629 -0.0028 0 0.003
O -16.1951 -24.0693 26.372 -0.0044 0.002 0.0027
O -6.5111 10.3827 24.913 -0.003 -0.0008 -0.0045
O 3.5532 24.6534 13.3383 -0.0001 0.0018 -0.0081
O -11.8674 19.8787 18.0242 0.002 0.0019 0.0033
O 9.9287 8.7604 14.546 -0.0004 0.0037 0.0067
O -0.5228 11.4491 21.0421 -0.0035 -0.0011 0
O 17.1734 1.2532 27.9252 -0.003 0.003 -0.0002
O -1.8887 8.9818 26.0947 0.0013 -0.0009 -0.0092
O -14.4882 15.2938 19.2219 -0.0005 -0.0008 0.0024
O -16.0722 -7.962 13.0793 -0.0017 -0.0007 -0.0096
O -8.509 16.5798 16.6323 0.0033 -0.0036 0.0007
O 5.7655 -0.2134 13.9006 -0.0018 -0.0022 0.004
O -5.9236 16.9169 16.3307 0.001 0.0023 -0.0002
O -13.7879 11.912 26.5843 0.0076 -0.0099 0.0042
O -1.942 16.4541 26.5191 -0.0021 -0.004 0.0028
O 18.6015 8.4889 22.3173 -0.0024 0.0003 0.0008
O -12.7812 29.5884 14.1322 -0.0037 -0.0142 0.0023
O 9.6288 23.7348 18.9884 0.0001 -0.0009 0.004
O 2.3648 7.5331 24.3152 -0.0002 0.0033 0.0021
O 9.6037 14.5937 22.6684 -0.003 -0.0011 0.0027
O -11.4655 17.7434 25.4379 0.0024 0.0058 -0.0105
O 0.7523 8.588 19.3849 0 -0.0008 0.0031

Results
free energy: -215753.229 eV
free energy less fixed offsets of O -568.88, Si -635.61 eV per atom: 5.581 eV

The program warned: the cutoff lies below the one the program advises for these potential files; the exchange-correlation potential is rough where the density is thin.
